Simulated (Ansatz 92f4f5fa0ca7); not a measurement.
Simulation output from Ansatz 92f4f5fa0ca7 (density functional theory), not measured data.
Periodic cell of 220 atoms, Si131O87Al1F1, from a study of silicon, its oxide and their interface. The atomic structure is a simulated model.
Doubt: the cutoff is far below the 930 eV that the study's wrapper takes by default for these files, so forces and energies are approximate.
Doubt: the program's own warning below bears on the result.

Settings
functional: PBE
potential files: Ansatz PAW
basis: plane waves
wave-function cutoff: 580 eV
density cutoff ratio: 5
exchange-correlation grid ratio: 1
k mesh: 1 x 1 x 1, Gamma-centred
self-consistency stop: 5e-08 eV per atom in the density residual
occupations: fixed
spin: none
net charge: 0

Cell vectors (angstrom)
a	10.938	0	0
b	0	10.938	0
c	0	0	32.6891

Atoms and the computed forces on them: element, x, y, z (angstrom), force x, y, z (eV/angstrom)
Si	-0.3274	0.28	25.2639	-0.0211	0.0312	0.0266
Si	5.7304	-0.4131	25.1725	-0.0219	-0.0607	-0.0811
Si	2.5275	3.048	25.2379	-0.0073	-0.0187	-0.0101
Si	8.4412	2.56	25.2371	-0.0151	0.0099	0.0099
Si	0.2579	5.2363	25.2258	0.0329	-0.0237	0.0002
Si	5.078	5.7889	25.2881	0.0173	-0.0131	-0.0365
Si	3.0116	8.1687	25.1173	0.0894	0.0966	-0.0193
Si	8.0968	8.4181	25.2537	0.0024	-0.0054	0.0066
Si	1.3702	1.3959	26.4811	-0.0011	0.0024	0.0007
Si	6.7592	1.3847	26.409	0.0161	0.0436	0.0276
Si	3.9965	4.2218	26.6468	0.005	-0.0169	0.0245
Si	9.6218	4.0948	26.5782	-0.0003	-0.0142	0.0133
Si	1.3492	6.9564	26.4176	-0.0333	-0.0226	0.0462
Si	6.8423	6.8344	26.4819	0.0049	0.0051	-0.001
Si	4.1593	9.5756	26.6162	-0.0591	-0.0844	-0.0231
Si	9.5311	9.6476	26.6327	-0.0096	0.0082	0.0097
Si	2.7181	0.0217	27.8827	0.01	0.0066	0.0134
Si	8.1125	0.0663	27.9159	-0.0022	-0.0226	0.001
Si	0.027	2.7166	27.9319	-0.005	0.0037	-0.002
Si	5.4357	2.7654	27.8635	-0.0013	-0.0026	-0.0061
Si	2.6424	5.5823	27.9406	-0.0116	-0.0042	0.006
Si	8.1999	5.4644	27.8802	0.0024	0.0003	0.0148
Si	-0.0099	8.2437	27.8892	-0.0017	-0.0055	0.004
Si	5.5033	8.1555	27.9353	-0.0061	0.0291	-0.0027
Si	4.1018	1.3673	29.2709	-0.003	0.1141	-0.2017
Si	9.5708	1.3673	29.2709	-0.1834	0.0467	0.0912
Si	1.3673	4.1018	29.2709	-0.2292	0.2437	0.242
Si	6.8362	4.1018	29.2709	-0.0036	-0.1015	-0.2171
Si	4.1018	6.8362	29.2709	-0.0446	0.0511	0.3558
Si	9.5708	6.8362	29.2709	0.0012	-0.0097	-0.2355
Si	1.3673	9.5708	29.2709	0.099	0.0502	-0.0712
Si	6.8362	9.5708	29.2709	-0.1403	0.0876	0.219
Si	0	0	30.6381	-0.0785	-0.0494	-0.0243
Si	5.469	0	30.6381	-0.0006	-0.1108	-0.0033
Si	2.7345	2.7345	30.6381	0.1204	0.1019	-0.0322
Si	8.2035	2.7345	30.6381	0.0662	0.0277	0.0068
Si	0	5.469	30.6381	-0.008	-0.1527	0.0253
Si	5.469	5.469	30.6381	-0.0717	-0.0841	-0.0223
Si	2.7345	8.2035	30.6381	0.1391	0.0519	0.0264
Si	8.2035	8.2035	30.6381	0.0501	0.0801	-0.0277
Si	1.3673	1.3673	32.0054	-0.0369	0.0483	-0.0343
Si	6.8362	1.3673	32.0054	-0.0234	-0.0008	-0.0405
Si	4.1018	4.1018	32.0054	0.0263	-0.0247	0.0053
Si	9.5708	4.1018	32.0054	-0.0584	0.0604	0.0013
Si	1.3673	6.8362	32.0054	-0.0332	0.0256	-0.0435
Si	6.8362	6.8362	32.0054	-0.0194	-0.0045	-0.0295
Si	4.1018	9.5708	32.0054	-0.0392	0.073	-0.0059
Si	9.5708	9.5708	32.0054	0.0181	-0.0231	0.0124
Si	2.7345	0	0.6835	0.0354	-0.0374	0.0225
Si	8.2035	0	0.6835	-0.0261	0.0246	0.0169
Si	0	2.7345	0.6835	-0.0188	0.0218	0.0124
Si	5.469	2.7345	0.6835	0.0521	0.0071	0.0224
Si	2.7345	5.469	0.6835	0.0442	-0.049	0.0071
Si	8.2035	5.469	0.6835	0.0065	-0.068	0.0408
Si	0	8.2035	0.6835	0.0545	-0.0624	0.0107
Si	5.469	8.2035	0.6835	0.0119	0.0111	0.0049
Si	4.1018	1.3673	2.0507	-0.0733	-0.0483	0.0328
Si	9.5708	1.3673	2.0507	-0.0256	0.0039	0.0164
Si	1.3673	4.1018	2.0507	0.0032	-0.0094	0.0025
Si	6.8362	4.1018	2.0507	-0.0901	0.0024	-0.0256
Si	4.1018	6.8362	2.0507	0.028	-0.0144	0.0126
Si	9.5708	6.8362	2.0507	0.0679	0.1662	0.0062
Si	1.3673	9.5708	2.0507	-0.0694	0.0496	0.0133
Si	6.8362	9.5708	2.0507	-0.0409	-0.0311	-0.006
Si	0	0	3.418	0.035	-0.3373	-0.082
Si	5.469	0	3.418	-0.2639	-0.4695	-0.1423
Si	2.7345	2.7345	3.418	-0.4401	-0.2252	0.0501
Si	8.2035	2.7345	3.418	0.1153	0.0844	-0.1411
Si	0	5.469	3.418	0.4329	0.1924	0.2581
Si	5.469	5.469	3.418	0.1686	-0.0557	-0.566
Si	2.7345	8.2035	3.418	-0.1299	-0.0675	0.2659
Si	8.2035	8.2035	3.418	0.5027	0.3604	-0.1036
Si	1.3367	1.2991	4.8195	-0.0072	0.0029	0.0122
Si	6.8537	1.3143	4.7163	-0.0026	0.0089	-0.0025
Si	4.0816	4.1284	4.7101	0.0088	0.0055	-0.0021
Si	9.6258	4.0786	4.7667	-0.0047	-0.0033	0.0144
Si	1.3833	6.8617	4.8915	-0.0037	0.0076	-0.0058
Si	6.9172	6.7836	4.6988	0.0246	-0.0119	0.018
Si	4.1101	9.5177	4.8228	0.0039	-0.0026	0.0041
Si	9.6226	9.5695	4.8525	0.0057	-0.0131	0.0081
Si	2.6694	-0.1189	6.2267	-0.003	0.002	0.0112
Si	8.2072	0.0437	6.1567	0.0088	-0.0106	-0.0175
Si	-0.0841	2.6586	6.1933	0.0126	-0.0023	-0.03
Si	5.4272	2.6776	5.937	0.0013	-0.002	0.0091
Si	2.8461	5.4772	6.2023	0.0052	0.0011	-0.0128
Si	8.3072	5.4891	6.0985	-0.0205	0.0199	-0.0009
Si	-0.0024	8.1989	6.3827	-0.0168	0.0023	0.0046
Si	5.5653	8.0736	6.0615	-0.0161	-0.0044	-0.0214
Si	3.893	1.5562	7.2961	0.0237	-0.0186	-0.0214
Si	9.0256	1.7755	7.5994	-0.0094	0.0092	0.047
Si	1.6526	3.7883	7.2874	0.0059	-0.0174	0.0151
Si	6.8355	4.0506	7.1514	-0.0018	0.0152	-0.0478
Si	4.7145	6.3612	7.4626	0.0212	-0.0003	0.02
Si	9.3024	6.9955	7.6837	0.0109	-0.0113	-0.0238
Si	1.3253	9.5762	7.8359	0.0045	0.0114	-0.0204
Si	7.1078	9.2836	7.3389	0.0242	-0.0257	0.0692
O	1.3929	4.1409	24.7308	-0.0282	0.0139	-0.0053
O	6.9936	9.5466	24.786	-0.0096	-0.0007	-0.0095
O	2.7862	2.6794	7.7599	-0.0278	0.031	0.014
O	8.1883	8.187	7.9493	-0.0403	0.0495	0.0046
O	5.7678	5.1294	7.8981	-0.0199	0.015	0.0155
O	-2.1432	2.32	18.7404	0.0232	0.004	0.0267
O	4.0723	6.9852	24.6322	-0.0109	0.0217	0.0138
O	9.5306	1.418	24.7271	0.0268	-0.0203	-0.0159
O	2.1922	8.5022	8.7465	-0.0051	0.0006	0.0093
O	0.9713	4.3312	8.6706	0.003	-0.0067	0.0055
O	9.384	1.1511	9.0878	-0.0052	0.0072	-0.0206
O	6.4559	9.9923	8.6498	0.0361	-0.0282	-0.0508
O	4.623	1.0317	8.6557	-0.0046	0.009	0.0012
O	4.4572	7.1898	8.8502	0.0036	-0.0085	-0.0073
O	7.884	2.9647	7.915	0.0152	-0.0246	0.0175
O	9.6895	6.3899	9.1811	-0.0016	-0.004	0.016
O	3.2624	2.4146	23.9185	-0.0099	0.0074	0.017
O	4.916	-0.4309	23.7354	0.0795	0.0247	0.0936
O	7.8378	3.3771	23.9463	0.0039	-0.0001	-0.0036
O	10.5366	5.8246	23.8571	0.0029	-0.0142	0.0006
O	8.8036	7.8383	23.8904	-0.0182	0.0255	0.0109
O	0.1839	10.401	23.9436	-0.0419	0.02	-0.0079
O	5.5204	4.7735	24.0973	-0.0066	0.0132	0.0205
O	1.3419	10.3888	21.5205	0.0066	-0.1697	0.2576
Si	4.1412	6.7389	12.1867	0.005	0.0099	-0.0121
Si	8.4785	-2.3322	14.6163	-0.0005	-0.0055	-0.0048
Si	5.3508	2.8432	13.3269	0.0053	0.0017	-0.0027
Si	6.7105	-3.9822	18.8919	-0.0115	0.0075	0.0007
Si	8.5516	-9.6363	17.5122	-0.023	0.0022	-0.0402
Si	1.7699	-3.1514	18.2345	0.0254	-0.0244	0.0049
Si	0.9402	9.5393	22.809	0.2218	0.0807	-0.0453
Si	11.789	3.6121	10.1329	-0.0012	-0.0004	-0.0204
Si	5.3424	10.7912	9.4998	-0.0015	0.0085	-0.0031
Si	2.6601	4.0591	12.4431	0.0034	-0.0031	-0.011
Si	13.305	-5.4764	16.5441	0.0068	-0.0023	-0.0124
Si	-1.1433	2.9978	19.8475	-0.0479	0.0664	-0.0253
Si	10.9569	1.2087	15.488	-0.0075	0.0118	-0.0257
Si	0.5153	-6.8192	14.5199	-0.0027	0.0109	-0.0071
Si	6.5421	0.3474	12.2133	-0.0026	0.0028	-0.0207
Al	0.5175	11.2829	20.1424	-0.1229	0.0202	-0.1886
Si	14.306	-6.0682	20.5803	0.0227	-0.0163	0.0256
Si	6.7977	-5.7882	11.9134	0.006	0.0021	-0.0092
Si	5.539	-2.0066	13.7997	-0.0009	0.0017	-0.0014
Si	6.5055	3.8863	23.1529	-0.0041	-0.0071	0.0284
Si	9.5498	0.0343	12.8271	0.003	0.0002	-0.0153
Si	10.7171	0.667	9.92	0.0048	-0.0032	-0.0062
Si	1.8223	-0.3254	17.4118	0.0349	-0.0227	-0.0454
Si	4.1014	-3.1874	20.4792	0.016	0.069	0.0588
Si	9.2028	-4.9417	13.468	-0.0018	0.0005	-0.0081
Si	0.8525	-5.7879	19.0216	0.0148	0.0036	-0.0035
Si	6.0089	2.4408	16.2445	-0.0062	0.0018	-0.0041
Si	4.0505	2.3275	22.4858	0.0034	-0.0082	0.007
Si	4.7675	-0.4521	16.3213	0.0105	0.0071	-0.0092
Si	9.9206	7.0549	22.9911	-0.0145	-0.0135	0.0013
Si	7.5439	-1.4701	17.3818	-0.0162	-0.0122	-0.0109
Si	9.4333	5.5687	10.587	0.0028	0.0046	-0.0198
Si	-2.7307	5.2496	21.0648	-0.0194	0.0208	0.0291
Si	3.8274	-0.7235	22.5691	-0.1174	-0.0075	-0.0354
Si	4.9441	4.8201	17.7257	0.0077	-0.0049	0.0039
Si	14.4646	-2.6854	9.6584	0.0061	0.0036	-0.0207
O	1.6517	4.5949	17.7186	-0.0079	0.0019	0.0074
O	9.8842	-9.9719	16.666	0.0005	-0.0021	0.0164
O	19.0465	0.7265	12.4723	-0.0002	0.0007	0.0059
O	6.1011	-1.1933	12.4926	-0.0002	0.0033	0.0022
O	2.9413	-2.8989	19.3751	-0.0167	0.0047	-0.0106
O	5.941	6.1147	17.7163	-0.0056	-0.0103	0.0077
O	3.7836	-4.6138	21.2624	-0.0005	-0.0084	-0.0092
O	4.4984	7.7624	13.385	-0.0006	-0.0024	0.0025
O	-1.1757	6.4231	11.9609	0.0033	0.0017	0.0061
O	2.2733	3.9618	10.8593	0.0039	-0.0001	0.0106
O	14.5604	-7.386	21.5128	-0.0063	0.0171	-0.0228
O	5.0191	1.1565	16.2967	0.0015	-0.0047	0.0021
O	5.6642	1.2652	13.2043	0.0041	0.0025	0.003
O	4.2025	4.7446	19.1857	0.003	-0.0028	-0.0054
O	2.5604	9.2771	23.5579	-0.0817	-0.0065	-0.0069
O	10.3946	4.2481	10.697	0.0042	-0.0011	0.006
O	16.6812	3.4286	17.5109	-0.0041	0.0125	0.0058
O	7.9654	-0.0914	18.1279	0.0076	0.0006	0.0082
O	4.1666	-1.8923	21.5177	0.0318	-0.0504	-0.0686
O	7.5453	1.9397	16.3841	0.0082	-0.0009	0.0153
O	5.6692	2.5403	22.7114	0.0051	0.006	-0.0059
O	5.9614	-1.304	17.0256	0.0099	0.0013	0.0078
O	-3.2707	-2.8207	18.2823	0.0049	0.0135	-0.0007
O	1.5704	0.5468	18.7362	-0.0219	-0.0082	0.0301
F	-0.7949	-0.7001	19.9025	0.1276	0.1035	0.0361
O	7.6281	5.6062	13.2454	0.0004	0.0008	0.0017
O	7.846	5.1269	10.6443	-0.0021	-0.0016	0.013
O	17.1507	-7.275	12.2081	-0.0013	0.0001	0.0053
O	5.7562	3.2679	14.848	0.0014	-0.0018	0.0069
O	10.005	-6.1941	14.1237	0.0086	-0.0029	0.0046
O	-1.7684	-1.4347	13.4305	0.001	0.0031	0.004
O	3.2324	7.5299	11.077	-0.0044	-0.0102	0.0227
O	1.4926	-5.7014	15.1982	-0.0005	-0.003	0.0068
O	14.7099	3.0043	12.968	-0.0029	0.0023	0.0023
O	11.2877	-8.1296	15.4503	0.0011	-0.0022	0.0058
O	9.3066	-3.7337	14.546	0.001	0.0063	0.0061
O	6.8923	-2.6681	14.4119	0.0004	0.002	0.0039
O	9.2188	6.3874	21.6993	-0.0079	-0.0104	-0.019
O	-0.5141	0.8076	13.972	0.004	0.002	0.0152
O	0.2147	8.0935	22.6311	-0.0276	-0.0331	-0.023
O	1.7625	4.8856	20.3516	-0.0138	-0.0029	-0.0065
O	7.646	-5.0483	19.6897	0.0073	-0.0058	0.0059
O	5.5983	-3.2715	19.8607	0.0012	-0.0051	-0.0041
O	2.4378	-3.899	16.9367	-0.0065	0.0073	0.0101
O	1.1041	-1.7906	17.6884	-0.0085	0.022	0.0152
O	3.212	-5.3862	12.7796	-0.0026	-0.003	0.0077
O	3.689	0.7982	21.9379	0.0208	0.0219	-0.0079
O	10.8253	-8.9749	20.5029	0.0062	-0.0371	-0.0052
O	10.426	4.3221	19.0964	-0.0089	-0.0298	0.0202
O	6.1254	0.6365	10.6732	0.0047	-0.0003	0.0221
O	5.5465	-4.789	11.5689	0.0015	-0.0005	0.0095
O	12.1883	3.6854	13.1413	0.0001	0.0005	0.0121
O	-4.0338	-5.9708	22.0189	0.0166	0.0072	-0.0219
O	3.9084	4.9444	16.4612	-0.0013	0.0003	0.0044
O	8.862	-7.1718	20.9711	0.027	-0.0296	-0.0211
O	-2.3926	-1.6303	16.0803	0.0016	0.0006	0.0088
O	3.4027	-0.6874	17.1434	-0.0326	0.009	0.0149
O	11.665	1.9815	10.1159	-0.0011	0.0044	0.0048
O	12.245	0.3315	15.9746	0.008	-0.0048	0.0235
O	4.226	9.6952	9.9581	-0.0065	-0.0015	0.0158
O	11.4825	-0.401	8.9295	-0.0009	0.002	0.0128
O	10.3652	0.0021	11.38	-0.001	-0.0036	0.0135
O	4.712	-1.0256	14.7914	-0.0009	0.0014	0.0061
O	0.6342	6.7723	18.8607	-0.0066	0.0033	0.0017

Results
free energy: -135998.637 eV
free energy less fixed offsets of Al -1619.15, F -1619.15, O -568.88, Si -635.61 eV per atom: -2.867 eV

The program warned: the cutoff lies below the one the program advises for these potential files; the model core charge is not resolved on the grid; the forces do not sum to zero within the program's tolerance; the exchange-correlation potential is rough where the density is thin.
